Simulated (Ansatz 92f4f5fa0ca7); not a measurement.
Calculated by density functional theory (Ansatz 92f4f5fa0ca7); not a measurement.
Periodic cell of 225 atoms, Si132O91As2, from a study of silicon, its oxide and their interface. The atomic structure is a simulated model.
Doubt: the cutoff is far below the 930 eV that the study's wrapper takes by default for these files, so forces and energies are approximate.

Settings
functional: PBE
potential files: Ansatz PAW
basis: plane waves
wave-function cutoff: 580 eV
density cutoff ratio: 5
exchange-correlation grid ratio: 1
k mesh: 1 x 1 x 1, Gamma-centred
self-consistency stop: 5e-08 eV per atom in the density residual
occupations: fixed
spin: none
net charge: 0

Cell vectors (angstrom)
a	10.938	0	0
b	0	10.938	0
c	0	0	31.9494

Atoms: element, x, y, z (angstrom)
Si	10.6293	0.0129	24.4335
Si	5.0883	0.1457	24.6794
Si	2.8339	2.3052	24.533
Si	8.5796	2.4501	24.5743
Si	10.7219	5.6019	24.3507
Si	5.1689	5.6297	24.4558
Si	2.9956	7.9661	24.4096
Si	8.4391	7.8469	24.4394
Si	1.3032	1.1417	25.8403
Si	6.8244	1.344	25.7565
Si	3.9992	4.0197	25.735
Si	9.6983	4.0338	25.86
Si	1.3512	6.8048	25.6819
Si	6.8144	6.7334	25.7554
Si	4.0083	9.4804	25.9571
Si	9.4971	9.4522	25.8238
Si	2.6435	-0.1244	27.2979
Si	8.1531	-0.0549	27.1575
Si	0.092	2.6669	27.2135
Si	5.4644	2.7379	27.1211
Si	2.6826	5.4259	27.1147
Si	8.2033	5.3803	27.141
Si	0.0297	8.1636	27.1424
Si	5.5209	8.1532	27.1824
Si	4.1003	1.3445	28.4969
Si	9.5524	1.3313	28.5036
Si	1.407	4.0758	28.5745
Si	6.8214	4.0708	28.5354
Si	4.0931	6.7813	28.4837
Si	9.5711	6.7907	28.4792
Si	1.2968	9.4811	28.6481
Si	6.8348	9.5408	28.5744
Si	-0.0294	-0.006	29.9182
Si	5.4631	-0.0045	29.8968
Si	2.7701	2.7178	29.9069
Si	8.201	2.7169	29.8879
Si	-0.0032	5.4536	29.8904
Si	5.4641	5.4562	29.8911
Si	2.7543	8.1609	29.9069
Si	8.2289	8.1784	29.8914
Si	1.3673	1.3673	31.2657
Si	6.8362	1.3673	31.2657
Si	4.1018	4.1018	31.2657
Si	9.5708	4.1018	31.2657
Si	1.3673	6.8362	31.2657
Si	6.8362	6.8362	31.2657
Si	4.1018	9.5708	31.2657
Si	9.5708	9.5708	31.2657
Si	2.7345	0	0.6835
Si	8.2035	0	0.6835
Si	0	2.7345	0.6835
Si	5.469	2.7345	0.6835
Si	2.7345	5.469	0.6835
Si	8.2035	5.469	0.6835
Si	0	8.2035	0.6835
Si	5.469	8.2035	0.6835
Si	4.099	1.374	2.0606
Si	9.5974	1.3424	2.0399
Si	1.3613	4.1304	2.0536
Si	6.8446	4.1171	2.0339
Si	4.0937	6.8381	2.032
Si	9.5814	6.8334	2.0609
Si	1.3549	9.6092	2.0405
Si	6.8348	9.6132	2.0468
Si	0.0313	0.0244	3.4725
Si	5.4877	0.0411	3.4523
Si	2.7048	2.7528	3.397
Si	8.263	2.7667	3.3251
Si	0.0334	5.507	3.4742
Si	5.4816	5.5056	3.3888
Si	2.7209	8.2389	3.3504
Si	8.259	8.2961	3.3648
Si	1.3717	1.4305	4.8378
Si	6.9102	1.4753	4.7346
Si	4.0968	4.1272	4.7219
Si	9.6131	4.0563	4.7645
Si	1.3685	6.9809	4.8125
Si	6.8745	6.9349	4.6725
Si	4.0734	9.5705	4.7449
Si	9.6277	9.5732	4.831
Si	2.7731	0.0234	6.1381
Si	8.288	0.1017	6.0853
Si	0.0181	2.7762	6.2935
Si	5.5285	2.8611	6.0926
Si	2.7908	5.5686	6.0295
Si	8.2825	5.5783	5.9404
Si	0.068	8.3037	6.3616
Si	5.5035	8.2409	6.078
Si	4.4475	1.1632	7.3081
Si	9.8006	1.1277	7.63
Si	1.2185	4.4796	7.4421
Si	6.7016	4.5517	7.2995
As	4.3058	6.7601	7.5558
Si	9.7587	6.5963	7.482
Si	1.2955	9.9222	7.725
Si	6.7109	9.889	7.3592
O	9.5936	1.2532	23.9872
O	4.1143	6.8177	23.9475
O	4.023	1.2504	24.0289
O	9.5519	6.7148	23.9112
O	0.0295	5.54	7.9511
O	5.5582	0.0496	7.8513
O	0.0666	0.0634	8.0916
O	5.8159	5.7083	8.0644
O	7.7413	3.7742	8.3088
O	8.8066	6.9982	8.7841
O	2.1509	9.5445	9.1377
O	8.9558	1.5734	9.0054
O	7.594	9.3609	8.6566
O	3.6313	1.7702	8.5972
O	2.114	3.9956	8.755
O	8.1601	3.5125	23.3735
O	0.4639	4.9531	22.9661
O	1.9213	2.7621	23.2413
O	5.851	4.9382	23.1192
O	5.5652	10.0198	23.524
O	2.4528	8.7064	23.0269
O	0.1878	10.0744	23.1028
O	7.8326	8.6074	23.0974
Si	8.6567	7.7231	18.447
Si	8.7444	6.3421	13.6452
Si	3.7456	1.5188	14.749
Si	2.1237	5.7744	17.6454
Si	2.42	3.1758	19.5037
Si	9.7201	9.0169	12.1218
Si	1.3303	9.4366	22.093
Si	9.1045	0.9536	13.2134
Si	1.4516	5.0877	12.9864
Si	1.7182	8.3611	13.0323
Si	6.6927	9.5812	22.4551
Si	4.4877	4.5801	15.725
Si	8.2509	2.9419	9.5848
Si	0.8373	8.2653	19.2848
Si	6.9748	1.3758	21.1125
Si	8.2415	8.2596	9.6715
Si	10.9071	5.2675	15.6024
Si	7.5098	9.5227	16.3421
Si	9.9405	2.1035	20.2948
As	2.9802	8.2641	10.1566
Si	6.6772	3.3825	17.4295
Si	1.1698	0.2388	19.8236
Si	3.2157	2.7896	12.2806
Si	7.2271	5.4147	19.7008
Si	5.7514	8.5665	11.5358
Si	5.7768	5.9904	13.2246
Si	4.5981	9.7332	17.7224
Si	1.0356	3.6235	22.1831
Si	4.9084	1.525	18.8414
Si	3.2069	3.0472	9.4963
Si	6.3847	10.7793	13.7693
Si	10.253	0.1675	16.0337
Si	5.6586	3.6072	11.1416
Si	9.8328	3.882	11.9253
Si	2.2428	9.9616	15.7484
Si	6.0901	8.1384	19.848
Si	6.9575	3.9962	22.3881
Si	9.7416	2.8606	17.3744
O	7.1687	6.2678	14.0392
O	1.8804	7.0752	18.708
O	10.3075	4.0846	16.5032
O	6.1014	9.9544	17.0772
O	10.058	0.677	14.5013
O	8.443	6.1372	18.8548
O	5.0962	0.6335	14.4167
O	5.7344	2.0647	17.5512
O	8.3576	1.9796	20.5529
O	1.9747	4.3199	18.4111
O	6.9599	2.7762	10.592
O	4.85	2.6469	12.185
O	5.9879	4.4083	16.3707
O	4.5668	3.8896	9.9258
O	10.7053	2.801	21.558
O	9.737	6.2078	14.9499
O	6.0183	6.5044	19.8723
O	4.0731	0.2151	18.3567
O	9.1937	10.554	12.2753
O	2.8616	4.3459	12.6669
O	1.9019	10.7306	21.2362
O	4.0041	2.7739	19.3987
O	0.6331	10.1152	16.131
O	1.2819	9.8228	18.8734
O	1.7257	1.6919	19.2932
O	8.8348	10.4694	16.5668
O	4.8632	8.6143	18.8819
O	9.5681	8.7471	10.5115
O	6.7293	4.1135	18.88
O	2.8018	1.7277	13.4189
O	5.8642	8.7775	21.3157
O	2.5218	2.4395	10.8518
O	7.6446	4.8661	21.1814
O	5.2296	7.3967	12.573
O	0.2835	9.0093	12.6953
O	7.5008	1.0378	13.5538
O	7.0636	9.6336	14.7637
O	8.9788	5.027	12.705
O	8.0816	8.0699	16.9223
O	6.2345	2.5947	21.926
O	2.2831	8.9834	14.4277
O	0.4174	4.4712	11.8813
O	0.8062	8.3322	20.9551
O	9.3866	3.7988	10.3671
O	9.6186	2.3788	12.5726
O	7.624	8.5824	19.4091
O	2.6873	8.8711	11.8279
O	3.9571	3.0299	15.406
O	0.8963	4.6013	14.4402
O	10.048	3.0689	18.9675
O	8.9802	7.7983	12.941
O	10.5154	0.581	20.0642
O	6.0385	4.9662	11.9575
O	8.1477	2.8373	17.0138
O	3.5069	5.485	16.7323
O	4.6889	8.8546	10.2984
O	1.6197	6.7149	12.9969
O	4.7149	5.4363	14.3437
O	2.0567	3.8932	20.9305
O	10.4973	1.4802	16.9625
O	0.9345	6.1332	16.5797
O	7.3729	10.9736	21.9443
O	5.9426	0.9424	19.949
O	6.016	9.9525	12.39
O	2.7924	0.5625	15.6559
O	7.0893	7.9521	10.7905
O	10.2435	8.0395	18.6971
O	3.354	9.2386	16.7562

Results
free energy: -145376.223 eV
free energy less fixed offsets of As -4856.12, O -568.88, Si -635.61 eV per atom: 4.617 eV

Forces (eV/angstrom), in the order of the atoms: element, x, y, z
Si	0.015	0.0242	-0.0309
Si	-0.0099	0.0099	-0.021
Si	0.0012	-0.0109	-0.0384
Si	0.0098	0.0001	-0.0125
Si	-0.0338	-0.0163	-0.0088
Si	-0.015	0.0249	-0.0422
Si	0.0126	0.0107	0.0045
Si	-0.0042	-0.0361	-0.0288
Si	0.0113	-0.0011	0.0512
Si	0.0386	0.0012	-0.0183
Si	-0.0051	0.025	-0.0077
Si	0.0222	0.0123	0.0146
Si	0.0299	0.0181	-0.0209
Si	0.0159	0.0204	0.0318
Si	0.0025	-0.0066	0.0379
Si	0.012	0.0211	-0.0041
Si	-0.0452	-0.0238	0.0244
Si	-0.0852	-0.0419	0.0071
Si	0.0206	0.0135	0.02
Si	0.0149	0.0187	-0.0073
Si	-0.0352	-0.0562	-0.0264
Si	-0.0362	-0.0177	-0.022
Si	-0.026	-0.0118	-0.0048
Si	0.0074	0.0141	-0.0016
Si	-0.0704	-0.0733	0.0526
Si	0.0267	0.0559	0.0452
Si	-0.1103	0.0042	-0.0772
Si	-0.003	0.0124	-0.0189
Si	0.0202	0.093	0.0629
Si	-0.0497	0.0105	0.0931
Si	0.1125	0.1053	-0.2042
Si	-0.0286	0.0045	-0.0741
Si	-0.0221	0.0774	0.0467
Si	0.0167	0.0318	0.0178
Si	0.019	-0.0854	0.0177
Si	0.043	-0.0124	0.0223
Si	0.0563	0.0218	0.0129
Si	0.0113	0.0043	0.0097
Si	0.087	-0.089	0.0458
Si	0.0433	-0.0378	-0.0011
Si	0.1003	0.0498	-0.0884
Si	0.0241	-0.0315	-0.0331
Si	0.1058	-0.0567	0.0999
Si	-0.0884	-0.1248	-0.0962
Si	0.0198	-0.1644	0.0204
Si	0.0619	-0.0034	-0.1249
Si	-0.0371	-0.0628	-0.0408
Si	-0.1982	-0.1692	0.1577
Si	0.0357	0.0806	-0.0649
Si	-0.0272	0.0476	-0.1599
Si	0.0655	0.0949	0.0271
Si	0.0205	0.0562	0.0472
Si	-0.0795	-0.0693	-0.1282
Si	0.0509	0.0851	-0.0713
Si	0.0328	0.0794	0.0345
Si	0.0945	0.1641	0.0568
Si	-0.0328	-0.0129	-0.0099
Si	0.0669	-0.0386	-0.0329
Si	-0.056	0.0336	-0.0103
Si	-0.098	0.0166	-0.0669
Si	-0.0186	0.0427	-0.031
Si	0.0353	0.0628	-0.0205
Si	-0.0744	-0.0267	-0.0381
Si	-0.0902	0.0181	-0.0256
Si	-0.0341	0.0249	-0.0944
Si	0.0184	0.0101	-0.039
Si	0.1556	-0.0048	0.0323
Si	-0.0703	-0.0381	0.1765
Si	0.0061	-0.0963	-0.0793
Si	0.0747	-0.0445	0.0138
Si	0.1019	-0.0141	0.1279
Si	-0.0314	-0.212	0.0673
Si	0.1093	0.0052	0.1031
Si	0.0281	0.1037	0.0215
Si	-0.1074	-0.1581	-0.1526
Si	0.0141	0.0736	0.042
Si	0.065	0.1029	0.0093
Si	0.1032	0.1527	-0.1051
Si	-0.0414	-0.0551	0.004
Si	0.039	-0.0018	0.0918
Si	-0.1102	-0.0597	-0.0092
Si	-0.006	0.0166	0.0373
Si	-0.0729	-0.0636	-0.0079
Si	0.0527	0.0145	0.0628
Si	0.1255	-0.1998	0.184
Si	-0.0656	-0.0981	0.0731
Si	-0.0488	-0.0556	0.0446
Si	0.2126	0.0151	0.0836
Si	-0.0751	-0.1023	0.0469
Si	0.0827	-0.0899	-0.0348
Si	0.0925	0.1093	0.0601
Si	0.3601	-0.2649	-0.4931
As	0.3541	-0.0299	0.3529
Si	0.0587	0.0626	-0.0859
Si	0.213	0.0475	0.2227
Si	-0.0881	-0.1081	0.0929
O	-0.0215	-0.0046	0.0246
O	0.0044	-0.0229	0.0157
O	0.0038	0.0118	0.0335
O	0.01	0.008	0.0165
O	0.0851	-0.094	0.0644
O	0.0954	0.0653	0.0299
O	-0.0179	0.0179	0.0674
O	-0.7349	0.1789	-0.3089
O	-0.1946	0.2344	-0.0243
O	-0.0245	0.0292	0.0316
O	-0.3549	0.2673	-0.6855
O	-0.015	0.0473	-0.029
O	0.0123	0.0508	-0.0235
O	-0.0044	0.0984	0.0482
O	-0.0542	0.03	-0.0694
O	0.0095	-0.001	0.0241
O	-0.0001	0.0119	0.0197
O	0.0029	-0.017	0.0406
O	-0.0035	-0.0017	0.0196
O	-0.0234	0.0098	0.0516
O	-0.0052	0.0021	0.0175
O	0.0021	-0.0133	0.0115
O	0.0047	0.0081	0.0176
Si	-0.0143	0.0119	-0.0223
Si	-0.0182	-0.0139	0.0289
Si	-0.0387	-0.0157	0.011
Si	-0.0074	-0.0054	-0.0134
Si	0.0141	0.0103	-0.0215
Si	-0.0061	-0.0159	-0.0332
Si	-0.0122	-0.0026	0.0069
Si	0.0063	0.0111	0.0287
Si	-0.0181	0.034	0.0584
Si	0.2383	0.0247	-0.3149
Si	0.0013	-0.0083	-0.0324
Si	-0.0117	0.0079	0.0098
Si	-0.0149	0.0268	0.0429
Si	-0.0027	-0.0025	-0.0133
Si	-0.0167	-0.0014	-0.0312
Si	0.0874	0.0086	-0.0009
Si	-0.025	-0.021	0.0083
Si	-0.0115	0.0018	0.0138
Si	-0.0033	0.0099	-0.0423
As	0.0423	-0.3925	0.1716
Si	0.0017	-0.0075	-0.0098
Si	0	0.0138	-0.0191
Si	0.0204	-0.0252	0
Si	-0.012	0.0065	-0.0238
Si	-0.2485	-0.0156	-0.059
Si	-0.0267	0.0768	0.011
Si	0.0019	0.006	-0.0155
Si	0.0001	-0.002	-0.0281
Si	-0.0094	0.0007	-0.0202
Si	-0.0014	-0.086	-0.0107
Si	-0.0009	-0.0479	-0.0172
Si	0.0113	0.003	0.0057
Si	0.0107	-0.0373	0.0334
Si	-0.0068	0.0097	0.0233
Si	-0.0276	-0.0362	0.0285
Si	-0.0089	0.0046	-0.0308
Si	-0.0034	-0.0043	-0.0236
Si	-0.0003	-0.0021	-0.0043
O	0.0095	0.0006	0.0057
O	-0.0124	0.0069	0.0162
O	0.0102	-0.0035	-0.0045
O	-0.0037	0.0009	0.0089
O	-0.0121	-0.0073	-0.0093
O	-0.0018	0.0013	0.0158
O	-0.0001	0.0085	0.0062
O	0.004	0.0013	0.013
O	-0.0008	0.0025	0.0119
O	-0.0043	0.0052	0.0105
O	-0.0037	-0.0175	0.0244
O	0.0124	-0.0213	0.0213
O	-0.0028	0.004	0.0118
O	0.0068	0.0756	-0.0616
O	-0.0039	0.0078	0.0182
O	0.011	0.0128	-0.0055
O	0.0022	0.0007	0.0152
O	-0.0041	0	0.0109
O	-0.0076	0.0073	-0.0055
O	-0.0116	0.0287	-0.0092
O	-0.0043	-0.0041	0.0046
O	-0.0013	0.0049	0.0108
O	-0.0243	0.0026	-0.0004
O	0.0052	0.0062	-0.0136
O	-0.0092	-0.0137	0.0133
O	-0.0075	-0.0018	0.0029
O	0.0035	-0.0061	0.0214
O	-0.0318	-0.0172	0.0023
O	-0.001	0.0108	0.0214
O	-0.0201	-0.0027	0.0111
O	0.002	0.0129	0.0214
O	-0.0151	-0.0214	0.0064
O	-0.0002	-0.0037	0.0315
O	0.0152	-0.0892	0.0183
O	-0.1173	0.0343	0.0284
O	-0.0019	-0.0086	-0.006
O	-0.0083	0.0093	-0.0116
O	-0.0016	-0.0131	-0.0105
O	-0.0018	-0.0091	0.017
O	0.0047	0.008	0.0115
O	0.0069	0.0267	0.068
O	0.0128	-0.0008	0.0055
O	-0.0014	0.0072	0.0107
O	-0.008	-0.0188	-0.0112
O	-0.0162	-0.01	-0.0082
O	0.0019	0.0051	0.0184
O	0.0157	0.1818	0.1117
O	-0.0031	-0.0065	-0.0079
O	0.0114	0.0122	-0.0009
O	0.0037	-0.0039	0.0237
O	0.01	0.0175	-0.005
O	-0.0031	0.0056	0.0178
O	0.0034	0.0026	-0.0001
O	-0.0098	0.0088	0.0011
O	-0.0096	-0.0026	0.0069
O	0.054	0.0577	-0.042
O	-0.0386	-0.1268	0.014
O	-0.0072	0.0018	-0.0092
O	-0.0044	0.0038	0.0263
O	0.0013	0.0131	0.0163
O	0.0033	0.0012	0.0168
O	0.0023	-0.0003	0.0169
O	0.0022	0.0035	0.0275
O	0.0561	0.0695	0.0791
O	0.002	0.0447	-0.0062
O	-0.0242	0.0118	0.0368
O	-0.0009	0.0063	0.0178
O	0.0099	0.003	0.0148

The program warned: the cutoff lies below the one the program advises for these potential files; the exchange-correlation potential is rough where the density is thin.
